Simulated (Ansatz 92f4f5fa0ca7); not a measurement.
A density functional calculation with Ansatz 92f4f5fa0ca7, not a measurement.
Periodic cell of 223 atoms, Si132O90P1, from a study of silicon, its oxide and their interface. The atomic structure is a simulated model.
Doubt: the cutoff is far below the 930 eV that the study's wrapper takes by default for these files, so forces and energies are approximate.
This geometry differs little from another in the collection (a relaxation step or a small displacement).

Settings
functional: PBE
potential files: Ansatz PAW
basis: plane waves
wave-function cutoff: 580 eV
density cutoff ratio: 5
exchange-correlation grid ratio: 1
k mesh: 1 x 1 x 1, Gamma-centred
self-consistency stop: 5e-08 eV per atom in the density residual
occupations: fixed
spin: none
net charge: +1 e, with a uniform compensating background and no finite-size correction

Cell vectors (angstrom)
a  10.938  0  0
b  0  10.938  0
c  0  0  32.1988

Atoms: element, x, y, z (angstrom)
Si  10.5855  0.2232  24.8626
Si  5.736  10.681  24.7352
Si  2.4786  2.9165  24.632
Si  8.4234  2.4653  24.8191
Si  0.2744  5.1682  24.7497
Si  5.1524  5.7499  24.6826
Si  2.9327  8.0066  24.5906
Si  7.9385  8.4364  24.7246
Si  1.3273  1.3858  26.0345
Si  6.8434  1.3101  26.1192
Si  4.0404  4.1081  25.986
Si  9.6058  4.0608  26.0836
Si  1.398  6.8279  25.9996
Si  6.7648  6.8555  26.0231
Si  4.1002  9.5351  25.9953
Si  9.4594  9.5701  26.1474
Si  2.7251  -0.0058  27.3388
Si  8.1551  -0.0195  27.5599
Si  0.0076  2.7189  27.492
Si  5.437  2.7464  27.3579
Si  2.7268  5.4689  27.4285
Si  8.1823  5.4728  27.3475
Si  -0.0093  8.1833  27.366
Si  5.4368  8.2014  27.449
Si  4.0771  1.3687  28.7401
Si  9.5706  1.3549  28.8433
Si  1.3646  4.1118  28.812
Si  6.8236  4.1054  28.7378
Si  4.0936  6.8215  28.8028
Si  9.5504  6.8287  28.7449
Si  1.3604  9.5689  28.7328
Si  6.7829  9.5495  28.8576
Si  0.0157  -0.0241  30.1618
Si  5.4191  0.0173  30.1629
Si  2.7359  2.7301  30.152
Si  8.1819  2.7505  30.1419
Si  -0.0263  5.4775  30.141
Si  5.4795  5.4604  30.1508
Si  2.717  8.2147  30.1275
Si  8.1992  8.1787  30.1609
Si  1.3716  1.3599  31.5267
Si  6.8139  1.3825  31.5044
Si  4.1134  4.0934  31.5186
Si  9.5539  4.108  31.5119
Si  1.3479  6.8544  31.4884
Si  6.8391  6.8215  31.5394
Si  4.0684  9.5747  31.5236
Si  9.5729  9.5514  31.5207
Si  2.728  0.0023  0.7152
Si  8.187  0.0038  0.6535
Si  -0.0133  2.739  0.6793
Si  5.4748  2.7358  0.7094
Si  2.7336  5.4982  0.6441
Si  8.2095  5.4548  0.7109
Si  0.0049  8.1929  0.6991
Si  5.4579  8.2149  0.6844
Si  4.1124  1.3649  2.0766
Si  9.5484  1.3559  2.0338
Si  1.3692  4.1405  2.0074
Si  6.8476  4.0942  2.0848
Si  4.0961  6.8384  2.0482
Si  9.5711  6.8341  2.0663
Si  1.3724  9.5567  2.0713
Si  6.8199  9.6029  2.0421
Si  -0.0382  -0.0208  3.3952
Si  5.4863  0.0219  3.4732
Si  2.7541  2.81  3.3745
Si  8.1868  2.6784  3.458
Si  0.0382  5.4827  3.4339
Si  5.4755  5.4791  3.4146
Si  2.7542  8.2042  3.4488
Si  8.1905  8.2264  3.3812
Si  1.3841  1.3883  4.6256
Si  6.8207  1.3673  4.9296
Si  4.1456  4.1048  4.8035
Si  9.594  4.0662  4.7509
Si  1.3901  6.8556  4.8392
Si  6.8385  6.8761  4.7419
Si  4.123  9.5857  4.8317
Si  9.5349  9.5546  4.7788
Si  2.7459  0.1054  6.0795
Si  8.1971  -0.0567  6.2536
P  0.054  2.6486  6.0464
Si  5.4514  2.7479  6.3152
Si  2.7956  5.4851  6.1831
Si  8.2059  5.457  6.0709
Si  -0.0171  8.2155  6.1673
Si  5.5167  8.2403  6.2245
Si  3.8232  1.5788  7.6209
Si  9.8186  1.1279  7.4531
Si  1.6065  3.8123  7.3237
Si  6.6451  4.4298  7.5105
Si  4.3938  6.6597  7.561
Si  9.355  6.9677  7.4341
Si  1.1301  9.9309  7.3108
Si  7.1269  9.2498  7.6967
O  8.2182  8.0432  7.8997
O  2.6261  2.6939  7.9373
O  9.5217  1.3512  24.2708
O  4.05  6.8653  24.1201
O  0.0653  0.1126  7.9692
O  5.5366  5.5517  8.0142
O  6.8476  9.5708  24.1982
O  1.3666  4.0594  24.1657
O  3.8774  7.4256  8.9381
O  0.6222  4.3444  8.4926
O  9.803  6.2612  8.8578
O  2.0481  9.3641  8.5394
O  7.469  3.9697  8.8554
O  4.2603  0.9584  9.0835
O  6.725  9.5872  9.2393
O  9.2096  1.9736  8.71
O  7.7099  3.1476  23.5158
O  10.4946  5.8462  23.4491
O  5.0891  0.4371  23.4034
O  5.8664  5.0897  23.362
O  3.1032  2.2056  23.2752
O  2.2949  8.719  23.2304
O  8.6171  7.7535  23.3916
O  0.2312  10.3318  23.5948
Si  4.3896  1.5702  22.4637
Si  3.4963  7.9187  14.0433
Si  7.1256  0.9514  14.6616
Si  0.9432  9.3551  22.5207
Si  1.2027  4.2814  11.8774
Si  6.2738  8.9581  15.3263
Si  0.7039  1.3431  12.2891
Si  8.6319  4.9469  20.5074
Si  0.3044  5.6964  9.3496
Si  5.1095  3.1143  17.9429
Si  0.8943  3.737  16.7435
Si  10.407  2.8393  19.2255
Si  5.2995  1.1986  10.3574
Si  0.8924  0.1719  19.8474
Si  6.6494  9.4717  10.8885
Si  9.3455  9.6693  18.3309
Si  9.391  9.2465  12.5862
Si  6.5731  3.8442  22.5809
Si  2.4246  8.0368  9.3936
Si  10.5939  7.3589  17.0768
Si  2.5182  6.281  16.5858
Si  10.1895  4.4849  14.1815
Si  6.1463  9.178  18.5207
Si  7.961  2.5989  9.5835
Si  8.9043  2.1234  12.4551
Si  5.3459  6.2365  18.0682
Si  3.9289  0.5493  19.4655
Si  4.2952  3.8532  12.0556
Si  5.5488  6.61  12.1466
Si  8.0204  2.4955  17.2187
Si  4.3706  2.4798  14.9633
Si  1.5546  1.2013  15.2559
Si  1.5677  9.3882  12.0597
Si  8.0571  6.848  13.8749
Si  10.3893  9.8318  15.4964
Si  9.8072  7.0129  22.548
Si  8.115  5.4766  17.4062
O  6.047  7.9745  11.2979
O  6.0278  9.2045  16.9015
O  7.7044  1.343  13.1893
O  0.9156  1.7268  13.8547
O  9.4309  6.2493  16.8712
O  6.7622  6.2068  13.1439
O  5.1376  4.6511  18.6086
O  9.2368  2.1454  18.2715
O  2.373  0.0879  19.081
O  9.4199  10.2293  16.7713
O  2.8057  4.4334  11.6916
O  5.0721  10.3152  19.1096
O  9.4468  3.2289  13.4849
O  0.4645  1.7605  19.9544
O  3.1683  1.3572  15.0595
O  8.1733  5.3734  19.0203
O  3.9  6.5928  17.3931
O  4.5907  3.2734  16.383
O  9.0726  5.6579  14.2978
O  5.4495  2.7608  22.1374
O  10.6922  4.1457  15.6735
O  0.3426  3.8594  18.274
O  10.4344  10.5045  19.2228
O  9.646  10.0271  14.0367
O  10.9056  8.1222  22.0927
O  1.1981  2.1536  16.5209
O  9.7363  3.7444  20.4126
O  8.1464  4.0234  16.68
O  -0.0442  9.0936  11.9174
O  6.5929  2.4086  18.0065
O  5.5902  10.7373  11.2022
O  7.7567  9.5853  18.8472
O  10.0526  1.0094  12.0461
O  1.3816  6.8552  9.0119
O  0.6338  4.7579  13.3302
O  5.7154  7.6148  18.9807
O  5.2495  5.0978  11.5137
O  2.7183  6.9711  15.1199
O  0.9502  2.717  11.4533
O  0.8726  10.6759  15.5462
O  2.3689  8.5162  10.9301
O  4.7344  2.4514  11.2683
O  4.2524  3.5187  13.6779
O  2.2141  4.6709  16.4912
O  10.71  8.2436  15.6974
O  6.9247  10.2854  14.6652
O  2.3496  8.9445  13.4345
O  8.0357  1.5148  15.9048
O  4.1296  6.9925  12.857
O  4.183  2.0008  18.7197
O  7.2947  4.4166  21.2589
O  8.4367  2.9022  11.0963
O  1.1823  6.8516  17.3579
O  5.6671  1.5869  14.7225
O  8.1352  9.7656  11.5942
O  9.2098  6.2824  21.2344
O  8.9524  7.7169  12.855
O  1.6702  0.0901  11.8633
O  6.6488  6.1372  17.0601
O  7.4097  7.7981  15.0488
O  1.2194  10.2973  21.232
O  10.036  8.1901  18.3553
O  3.9533  0.8492  21.0802
O  0.3576  5.2809  10.8948
O  6.7135  1.567  9.6099
O  4.7864  8.6914  14.6892

Results
free energy: -135861.586 eV
free energy less fixed offsets of O -568.88, P -755.39, Si -635.61 eV per atom: -6.476 eV

Forces (eV/angstrom), in the order of the atoms: element, x, y, z
Si  -0.0167  0.0296  0.0291
Si  0.0038  -0.021  0.0547
Si  -0.0229  0.0118  0.0494
Si  0.0256  -0.0148  0.0576
Si  0.0051  -0.0181  0.0531
Si  -0.003  0.0129  0.0426
Si  0.0172  0.0028  0.0382
Si  -0.0237  0.0121  0.0408
Si  -0.0119  0.0051  -0.0129
Si  0.0105  -0.0039  -0.0295
Si  0.0006  0.0018  -0.0317
Si  0.0148  -0.0133  -0.0222
Si  -0.0023  -0.0106  -0.033
Si  -0.01  0.0021  -0.0179
Si  0.0098  -0.006  -0.0237
Si  0.0004  0.0118  -0.0226
Si  0.0007  0.0028  0.0297
Si  0.0109  0.0065  -0.0656
Si  -0.0127  -0.0101  -0.064
Si  -0.0021  0.0046  0.0334
Si  -0.0046  -0.0094  -0.0156
Si  -0.001  0.0044  0.0275
Si  -0.0022  0.0079  0.0328
Si  0.0126  0.0136  -0.0387
Si  -0.0163  -0.0013  -0.0285
Si  0.0133  0.0093  0.0587
Si  0.0026  0.023  0.0442
Si  -0.0017  0.0085  -0.0314
Si  0.0006  -0.0049  0.0363
Si  -0.0082  -0.0154  -0.0259
Si  0.0118  0.0014  -0.0316
Si  -0.0483  -0.0215  0.0648
Si  -0.0141  -0.0022  -0.003
Si  0.0203  -0.0137  -0.0108
Si  0.0112  -0.0053  -0.0039
Si  0.0002  -0.0064  -0.0008
Si  0.004  -0.0049  -0.0052
Si  -0.0066  -0.0057  -0.0048
Si  -0.0066  -0.0048  -0.0015
Si  0.0066  0.0148  -0.0081
Si  -0.0124  0.0196  0.0091
Si  0.0008  -0.0039  0.001
Si  -0.002  0.0128  -0.0024
Si  0.0047  -0.0095  0.0016
Si  0.0119  0.0005  0.004
Si  -0.0067  -0.0048  -0.0017
Si  -0.0046  0.0076  -0.0092
Si  -0.0085  0.0007  0
Si  0.0217  -0.0215  0.0024
Si  0.004  -0.009  -0.0054
Si  0.0019  -0.002  0.0062
Si  -0.0055  -0.0057  -0.0056
Si  0.0039  -0.012  0.0002
Si  -0.0082  0.0108  0.0004
Si  -0.0023  0.0088  -0.0038
Si  0.0044  0.0027  0.0049
Si  -0.0116  0.0356  0.0216
Si  -0.0096  0.001  0.0105
Si  0.027  -0.0054  0.0235
Si  0.0093  -0.0111  0.0224
Si  -0.0126  -0.0226  0.0092
Si  0.0073  -0.0136  0.0356
Si  -0.0194  0.0003  0.0157
Si  0.021  0.0035  0.0239
Si  -0.0338  -0.0344  -0.0912
Si  0.0016  -0.0242  0.0358
Si  0.0449  0.0531  -0.0991
Si  0.0093  -0.0347  0.0406
Si  0.009  -0.0192  0.0492
Si  -0.0053  0.0194  -0.0124
Si  0.0345  0.0503  0.0472
Si  -0.0219  0.0026  -0.0711
Si  0.0688  -0.0237  0.2059
Si  0.0155  -0.0108  -0.0288
Si  -0.0189  -0.0674  0.112
Si  0.0662  -0.0496  0.0963
Si  0.0229  -0.0613  -0.002
Si  -0.0084  0.0122  0.0902
Si  0.0235  -0.0663  -0.0164
Si  0.035  0.0107  0.0959
Si  -0.0236  0.0671  -0.0164
Si  -0.0351  -0.0413  0.0333
P  -0.1513  0.0779  -0.1741
Si  0.0162  0.0769  0.0011
Si  0.0049  0.0166  0.0263
Si  -0.0442  0.0053  0.0297
Si  -0.0419  0.0363  0.0325
Si  -0.0086  -0.0312  0.0052
Si  -0.0648  0.0227  -0.1311
Si  -0.0201  0.2258  0.0086
Si  0.004  -0.0708  -0.2432
Si  -0.0053  0.0282  -0.1897
Si  0.1249  -0.05  -0.1925
Si  -0.1348  0.0591  -0.048
Si  0.0317  -0.0226  0.0716
Si  0.0957  -0.1678  -0.2438
O  0.0738  0.1019  -0.0426
O  -0.0275  0.0515  0.063
O  -0.0013  -0.0077  0.0057
O  -0.0026  -0.0066  0.0228
O  0.0124  -0.0965  -0.106
O  -0.0955  0.0027  0.0655
O  0.002  0.0017  0.005
O  0.0041  0.0062  0.0088
O  -0.0964  0.068  0.0717
O  0.0191  0.0732  0.0772
O  0.0638  -0.0318  0.0545
O  0.0075  -0.0878  0.0302
O  0.0539  -0.0587  0.0877
O  0.0817  -0.0497  0.1354
O  -0.0004  0.0044  0.1795
O  -0.0079  -0.0844  -0.0087
O  -0.0371  0.0293  -0.0263
O  -0.0293  0.0344  -0.0317
O  -0.0279  0.0377  -0.0344
O  0.025  -0.0341  -0.0293
O  0.0363  -0.0281  -0.033
O  -0.0384  0.0275  -0.0285
O  0.0366  -0.0277  -0.0263
O  0.0243  -0.0363  -0.0239
Si  0.0003  0.0076  0.0229
Si  0.0018  -0.0023  0.0297
Si  0.0041  0.0063  0.027
Si  0.0069  -0.013  0.0204
Si  -0.0097  0.0105  0.0306
Si  -0.006  -0.0022  0.0322
Si  -0.0031  -0.0178  0.0448
Si  -0.0111  0.0097  0.003
Si  -0.0727  0.0059  -0.0455
Si  -0.0019  -0.0044  -0.002
Si  -0.0087  0.0031  0.0221
Si  -0.0008  0.004  0.0009
Si  -0.0198  -0.0087  -0.04
Si  0.0166  -0.0119  0.0057
Si  -0.0174  0.0169  -0.0298
Si  0.0028  0.0103  -0.0002
Si  -0.0046  0.0011  0.0351
Si  -0.0071  0.0048  0.0126
Si  0.0204  0.0754  -0.0787
Si  0.002  -0.0035  0.0053
Si  0.0036  -0.0017  0.0067
Si  -0.0065  -0.0083  0.0394
Si  -0.0101  0.009  -0.0142
Si  0.0288  0.0215  -0.0907
Si  -0.0101  0.0046  0.0163
Si  0.0018  0.0016  -0.0137
Si  -0.0099  0.0027  0.0174
Si  0.03  -0.0127  0.0412
Si  0.0105  0.0013  0.0466
Si  0.0049  -0.001  0.0102
Si  0.0035  0.006  0.0245
Si  -0.0034  0.0051  0.0275
Si  0.0083  0.0014  0.0268
Si  -0.005  0.0012  0.0329
Si  0.0006  0.0036  0.0179
Si  0.0006  0.0043  0.0095
Si  -0.0004  -0.0028  0.0209
O  -0.0069  -0.0211  -0.0121
O  0.0002  0.0022  -0.0081
O  -0.0084  -0.006  -0.0084
O  0.0076  0.0031  -0.0056
O  0.0058  0.0043  -0.0048
O  0.0082  0.0003  -0.0182
O  0.0007  0.004  0.0089
O  -0.0136  0  -0.0026
O  0.0011  0.0006  0.0003
O  0  -0.0005  -0.0096
O  -0.0166  0.0015  -0.0343
O  0.0094  -0.0103  0.0051
O  0.009  0.0134  -0.0178
O  -0.0037  0.0032  0.0116
O  -0.0032  -0.0024  -0.0158
O  -0.0055  0.0058  -0.0213
O  -0.001  0.0011  0.0031
O  -0.0012  0.0017  -0.0101
O  0.0054  -0.0007  -0.0238
O  -0.0026  -0.0034  0.0124
O  0.0029  0.0048  -0.0139
O  0.0072  0.005  -0.0046
O  -0.0157  -0.0073  -0.0004
O  0.0026  0.0068  -0.0073
O  0.0002  0.003  0.0127
O  0.0015  -0.0005  -0.0115
O  0.0093  -0.0121  0.0059
O  -0.0007  -0.0002  -0.0114
O  -0.01  0.0026  -0.0267
O  0.0001  0.0032  0.0035
O  -0.0027  -0.0147  -0.005
O  0.0044  -0.0004  0.0111
O  0.0066  0.0055  -0.0256
O  0.0074  -0.013  0.0001
O  -0.0024  -0.0002  -0.0157
O  -0.0012  -0.0053  0.0153
O  -0.006  0.0021  -0.0172
O  -0.0015  0.0001  -0.0087
O  0.0013  0.0056  -0.0204
O  0.0006  0.002  -0.0131
O  -0.0086  0.0169  -0.0082
O  -0.0125  0.0317  -0.0029
O  -0.0021  -0.0086  -0.0068
O  0  0.0012  -0.0085
O  -0.0012  0.0013  -0.0113
O  -0.0012  -0.0021  -0.0188
O  0.0059  -0.001  -0.0158
O  -0.0016  0.0023  -0.0084
O  -0.0097  0.0096  -0.0179
O  0.0079  0.015  -0.0047
O  0.0243  0.0138  -0.0144
O  0.0203  0.002  0.0501
O  -0.0039  0.003  0.0032
O  0.0038  -0.0021  -0.0168
O  0.0354  -0.0024  -0.0098
O  -0.0147  -0.0228  -0.0101
O  -0.0014  -0.006  -0.0215
O  -0.0069  0.0097  -0.0214
O  -0.0034  0.0002  -0.0043
O  -0.0005  0.0034  -0.0124
O  -0.0015  0.0308  -0.0276
O  0.0006  -0.0036  0.0019
O  -0.0104  -0.0195  -0.0341
O  0.0232  -0.029  0.0293
O  -0.0225  -0.0109  0.0107
O  0.0029  0.0011  -0.0166

The program warned: the cutoff lies below the one the program advises for these potential files; the exchange-correlation potential is rough where the density is thin.
